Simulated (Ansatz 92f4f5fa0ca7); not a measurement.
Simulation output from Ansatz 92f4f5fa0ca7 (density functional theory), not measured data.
Periodic cell of 158 atoms, Si90O68, from a study of silicon, its oxide and their interface. The atomic structure is a simulated model.

Settings
functional: r2SCAN
potential files: Ansatz norm-conserving
basis: plane waves
wave-function cutoff: 1300 eV
density cutoff ratio: 4
exchange-correlation grid ratio: 1
k mesh: 2 x 2 x 1, shifted by 0.5 0.5 0.5 of a step
self-consistency stop: 5e-08 eV per atom in the density residual
occupations: Fermi-Dirac, 0.05 eV
spin: none
net charge: 0

Cell vectors (angstrom)
a	10.88	0	0
b	0	10.88	0
c	0	0	22.7654

Atoms: element, x, y, z (angstrom)
Si	0.767	-0.8009	-0.3332
Si	3.0364	1.7579	-0.3569
Si	0.1927	5.454	0.3141
Si	2.5189	8.4888	0.1655
Si	5.4374	-0.1109	0.1584
Si	8.1811	3.0258	-0.0845
Si	5.7749	5.1392	-0.0847
Si	7.653	8.5207	-0.1953
Si	1.411	0.9704	1.128
Si	4.3222	4.1245	1.41
Si	1.5036	6.874	1.5333
Si	4.0838	9.4949	1.5647
Si	6.9327	1.381	1.2441
Si	9.6442	4.0263	1.454
Si	6.7687	6.8574	1.2321
Si	9.6259	9.4608	0.9398
Si	0.1023	2.511	2.583
Si	2.6897	-0.0293	2.7909
Si	-0.0641	8.1751	2.6884
Si	2.8116	5.3681	2.7388
Si	5.5833	2.7038	2.7419
Si	8.3344	-0.049	2.5083
Si	5.4446	8.0437	2.7439
Si	8.2148	5.4818	2.6665
Si	1.3732	3.9562	3.9982
Si	4.0682	1.3822	4.0549
Si	1.2659	9.509	4.1393
Si	4.1232	6.707	4.1372
Si	6.9092	4.0995	4.0755
Si	9.5901	1.2661	4.0283
Si	6.9187	9.466	3.9166
Si	9.521	6.8144	4.1086
Si	-0.0924	-0.0443	5.5712
Si	2.6426	2.6569	5.4676
Si	-0.0093	5.3336	5.3916
Si	2.6764	8.0755	5.3749
Si	5.5025	-0.0467	5.1975
Si	8.2167	2.6753	5.3962
Si	5.5477	5.4186	5.4764
Si	8.1834	8.2055	5.4736
Si	1.1984	1.3399	6.9436
Si	4.1055	4.0348	6.6788
Si	1.3642	6.6883	6.7582
Si	4.1234	9.4995	6.5416
Si	6.7108	1.3233	6.6503
Si	9.4842	4.0321	6.8763
Si	6.8687	6.8372	6.8778
Si	9.263	9.6721	6.9957
Si	-0.3139	2.6408	8.5132
Si	2.6561	-0.2287	7.8935
Si	0.2709	7.7451	8.5912
Si	2.9227	5.4788	7.9948
Si	5.2268	2.5319	8.0112
Si	7.9448	0.2778	8.3051
Si	5.5448	8.3995	8.0221
Si	7.9749	5.2634	8.2756
Si	0.8656	4.1916	9.9064
Si	3.8579	1.0541	9.357
Si	1.9306	9.0496	9.4904
Si	4.1444	7.0629	9.1886
Si	6.7554	3.55	9.3709
Si	8.5712	2.0701	9.7753
Si	6.2953	10.1001	9.5886
Si	10.3201	6.105	10.0733
Si	0.0635	1.8157	15.2852
Si	1.6892	0.4655	11.4529
Si	-4.8827	6.8853	15.7216
Si	7.5505	6.3504	13.0684
Si	2.1634	4.7092	12.5213
Si	5.1499	5.2543	11.3616
Si	7.5897	9.436	12.4787
Si	5.0443	14.8998	17.0293
Si	7.3028	9.5368	15.4079
Si	0.5038	7.9246	18.9713
Si	9.3569	1.6947	17.9656
Si	10.3989	6.3863	12.3739
Si	9.6907	11.8466	12.3888
Si	-7.3577	-2.2106	15.8681
Si	3.9062	10.4343	18.4395
Si	-1.3417	3.7939	19.9927
Si	10.2509	-2.3299	14.4813
Si	13.0934	4.0566	15.4652
Si	11.9091	6.8668	16.3501
Si	1.839	10.5761	14.3599
Si	6.4102	1.1137	17.3305
Si	0.8551	10.7803	19.1803
Si	4.2565	5.223	19.7991
Si	1.6621	3.8474	20.8164
Si	3.4621	7.9923	20.1346
Si	9.2282	6.7114	20.8254
O	0.7739	-0.3154	-1.9678
O	-0.2894	0.9983	-3.9852
O	0.8146	3.2251	-7.1308
O	2.2682	2.3513	-1.6966
O	-0.8207	6.3858	-0.5893
O	1.2926	4.588	-0.5553
O	3.6659	13.9405	0.3513
O	3.5089	7.8123	-1.0245
O	4.294	0.726	-0.7794
O	5.1407	0.624	-4.4949
O	7.0357	4.144	-0.4008
O	8.964	2.8412	-1.5609
O	2.7216	4.733	-2.7834
O	5.0477	5.2027	-1.5631
O	6.4859	9.6809	-0.6173
O	7.9204	7.595	-1.5499
O	8.9463	10.3836	12.58
O	1.3638	3.7732	11.451
O	1.5752	-1.0421	10.8761
O	2.7062	1.3701	10.5411
O	3.099	8.0171	10.0327
O	1.0236	16.7394	12.8801
O	7.7287	7.8105	12.3872
O	5.1891	6.492	10.3208
O	9.8661	8.7336	8.2361
O	8.7227	5.9228	9.6229
O	8.6813	1.8428	11.4542
O	6.7697	0.0376	16.1264
O	7.0966	17.3519	14.6128
O	5.002	11.0005	10.0917
O	5.6995	5.4438	16.4754
O	5.6751	3.9163	10.6069
O	1.3452	0.8017	15.4514
O	2.2115	0.4443	12.9806
O	2.5741	3.9466	13.8889
O	-6.3637	7.4967	15.3156
O	2.2878	4.4651	9.1534
O	9.0167	5.6045	12.9524
O	5.9789	13.5344	16.8395
O	12.6698	-5.3325	15.8875
O	6.8926	-1.1233	11.0728
O	11.0246	0.9475	11.4593
O	-0.7129	1.6114	13.8427
O	6.7345	9.672	13.8665
O	14.0678	9.7551	14.711
O	7.8377	11.9798	18.1499
O	10.2306	7.8909	12.9927
O	2.1229	8.0422	16.336
O	1.8884	7.8873	19.7795
O	-1.9772	5.2955	20.092
O	14.4886	5.1966	11.9179
O	-1.1137	1.6379	16.3913
O	8.9248	9.2498	15.1682
O	10.6531	7.2962	15.4385
O	3.5784	14.5814	16.3172
O	4.11	9.4181	19.6984
O	6.2993	5.5367	12.4575
O	4.904	4.2893	18.6336
O	0.3674	9.4316	18.3783
O	2.4012	11.1045	18.636
O	0.2781	3.7982	19.9888
O	0.4727	6.7427	17.8609
O	6.7223	-2.6129	16.3105
O	9.1738	3.2095	18.523
O	4.0815	-1.378	17.1208
O	10.121	7.6793	19.9167
O	11.4282	9.6209	14.2894
O	4.2276	6.7913	19.3402

Results
free energy: -42153.494 eV
free energy less fixed offsets of O -463.61, Si -117.95 eV per atom: -12.514 eV
pressure: -2.26 GPa
stress xx, yy, zz, yz, xz, xy (GPa, positive in tension): 3.44, 1.17, 2.18, 0.22, -1.57, -0.98

Forces (eV/angstrom), in the order of the atoms: element, x, y, z
Si	-0.4888	0.5038	-0.689
Si	0.4916	0.2975	-0.3646
Si	0.0663	-0.0401	-0.4814
Si	0.6818	-0.5656	-0.1819
Si	0.21	-0.0151	-0.5796
Si	0.0676	0.3335	-0.5523
Si	-0.0106	0.1199	-0.4851
Si	-0.4979	0.1727	-0.0869
Si	0.0061	0.111	0.1128
Si	-0.1448	-0.2868	-0.1519
Si	-0.1562	0.1563	0.0505
Si	0.0324	-0.0321	-0.0604
Si	-0.0806	0.0314	-0.2383
Si	-0.1437	0.0961	-0.1035
Si	0.0953	-0.1055	-0.0528
Si	-0.2513	-0.2367	-0.0806
Si	0.2453	-0.0761	-0.0279
Si	-0.0744	-0.0231	0.3611
Si	0.0689	0.1569	-0.1701
Si	0.2279	-0.0491	0.062
Si	-0.0276	0.0889	0.1862
Si	0.013	0.0078	-0.1384
Si	0.0085	-0.1602	0.0557
Si	-0.2351	0.1211	-0.0417
Si	-0.0476	-0.0102	-0.1002
Si	0.0489	0.0939	-0.1949
Si	0.0099	0.0581	-0.0951
Si	0.0248	-0.0291	-0.0683
Si	-0.0026	0.1181	-0.0674
Si	-0.219	-0.0766	0.0322
Si	-0.022	-0.048	-0.1681
Si	0.0725	-0.0035	-0.0447
Si	0.0517	0.0241	-0.0389
Si	0.0677	0.0432	0.2425
Si	-0.1145	-0.0332	0.1185
Si	0.0953	-0.0602	0.0335
Si	-0.1159	-0.0543	0.162
Si	-0.0405	0.1156	0.0408
Si	0.0339	0.0152	-0.0353
Si	-0.1035	-0.1505	0.0142
Si	-0.1708	0.0839	0.1631
Si	0.0966	0.0287	-0.1912
Si	-0.21	0.1657	0.0639
Si	0.1875	-0.0243	-0.2282
Si	-0.207	0.163	-0.1396
Si	0.1121	-0.0768	0.0629
Si	-0.0272	0.0028	-0.0463
Si	0.2033	-0.2404	0.4867
Si	0.4628	0.4215	0.035
Si	-0.1013	0.1084	0.2363
Si	-0.4282	-0.0929	-0.1905
Si	-0.0691	-0.3862	0.4807
Si	-0.2119	-0.0879	0.0109
Si	-0.2207	-0.0121	0.2661
Si	-0.0082	0.1433	0.1512
Si	0.0006	0.2581	0.2807
Si	0.0236	-0.723	0.2062
Si	-0.1731	-0.2613	0.4299
Si	0.4271	0.0649	0.7203
Si	0.3494	0.309	0.6275
Si	-0.7099	0.3337	0.2335
Si	0.4543	-0.387	0.4379
Si	-0.0144	-0.3369	0.6372
Si	-0.0501	0.1581	-0.2478
Si	0.0883	0.0917	0.3762
Si	0.2017	0.0205	0.0555
Si	-0.0562	0.0078	0.0569
Si	-0.0187	-0.0512	0.24
Si	-0.063	0.042	0.155
Si	0.0555	0.2312	0.1998
Si	-0.0774	-0.2804	0.1232
Si	0.0424	-0.0672	-0.0766
Si	-0.0807	-0.0293	0.1803
Si	-0.1215	-0.1099	-0.497
Si	-0.1363	0.0338	-0.2389
Si	-0.2195	0.3016	1.0577
Si	0.2237	-0.2024	0.3785
Si	0.0059	0.0176	-0.1725
Si	0.139	0.018	-0.2664
Si	-0.1387	-0.1158	-0.5543
Si	0.073	-0.1563	0.1697
Si	-0.0441	0.0298	0.2146
Si	-0.0168	-0.0318	-0.0873
Si	0.0929	-0.1099	0.2826
Si	0.0526	0.0404	0.0027
Si	-0.0732	0.1217	-0.6657
Si	0.0478	-0.0805	-0.4055
Si	-0.1558	0.0881	-0.2438
Si	0.1397	0.017	-0.6308
Si	-0.0192	-0.1985	-0.0978
O	0.0978	-0.3574	0.9947
O	0.1314	-0.1216	0.1492
O	0.1242	-0.1422	-0.1708
O	0.1807	0.001	0.2592
O	0.1895	-0.1548	0.0147
O	-0.137	0.0586	0.1305
O	-0.1811	-0.1493	-0.2121
O	-0.4566	0.3613	0.2805
O	-0.2237	0.0683	0.4817
O	-0.0349	-0.1486	-0.0567
O	-0.0734	-0.0751	0.103
O	-0.2759	0.0651	0.5595
O	0.0151	-0.1328	0.2811
O	0.2254	-0.0204	0.4189
O	0.1909	-0.1559	0.5543
O	0.1767	0.118	0.2037
O	0.0264	0.2265	-0.0597
O	-0.0584	0.0625	-0.5323
O	0.0769	0.0083	-0.356
O	0.2692	-0.0398	-0.2286
O	-0.2323	0.0008	-0.5789
O	-0.134	-0.0394	-0.3607
O	-0.0219	0.1193	0.0731
O	-0.2539	-0.3709	-0.1414
O	0.2751	-0.0412	-0.4575
O	0.3451	-0.1817	-0.3412
O	-0.0554	0.2077	-0.7903
O	0.0503	-0.0801	0.0627
O	-0.0125	0.1402	-0.183
O	0.1334	0.0656	-0.6627
O	-0.1188	0.0122	-0.0158
O	0.2943	-0.0793	-0.1547
O	-0.1418	-0.1003	-0.34
O	-0.25	0.0222	-0.341
O	-0.1181	0.1752	-0.1987
O	0.2313	0.0419	0.2199
O	-0.0758	0.4011	-0.2133
O	0.2481	0.3181	-0.3733
O	-0.0359	-0.1027	0.1394
O	-0.0259	-0.0975	-0.0406
O	-0.0752	0.1188	-0.3274
O	-0.0082	0.0127	0.0659
O	-0.0582	-0.1492	-0.414
O	0.3082	-0.0835	-0.1478
O	-0.273	0.0036	0.1505
O	0.0168	0.0605	-0.1252
O	-0.0528	-0.2404	0.0395
O	0.0527	-0.0245	0.0395
O	0.1047	0.068	0.1449
O	0.1714	0.1441	0.2423
O	0.125	-0.1739	-0.0287
O	0.1132	0.0051	0.0957
O	-0.0873	-0.0424	-0.164
O	0.121	0.2384	-0.0674
O	0.0488	0.1574	0.0317
O	-0.2386	-0.1236	0.1535
O	-0.1108	-0.0002	-0.212
O	-0.1718	0.186	0.2115
O	0.1969	-0.0759	0.374
O	-0.1731	-0.2137	0.3132
O	0.0879	0.0342	0.2934
O	0.1545	0.3661	0.23
O	-0.0411	-0.0529	-0.3512
O	0.1323	-0.0154	0.4389
O	-0.1729	0.0435	0.1587
O	0.0184	-0.0789	0.182
O	0.0575	0.0581	-0.0078
O	-0.1264	0.0513	0.3571

The program warned: the forces do not sum to zero within the program's tolerance.
